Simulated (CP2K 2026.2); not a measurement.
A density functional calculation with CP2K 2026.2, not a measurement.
Periodic cell of 513 atoms, Si351O162, from a study of silicon, its oxide and their interface. The atomic structure is a simulated model.
Doubt: the forces sum to 2.77 eV/angstrom along one axis rather than to zero, so they err by at least 0.0054 eV/angstrom per atom on average; the grid cutoff is modest.

Settings
functional: PBE
method: Gaussian and plane waves
basis set: DZVP-MOLOPT-SR-GTH
pseudopotentials: GTH-PBE
grid cutoff: 350 Ry, relative cutoff 50 Ry
k points: Gamma only
occupations: fixed
spin: none
net charge: 0

Cell vectors (angstrom)
a 16.407 0 0
b 0 16.407 0
c -0.4355 -0.0307 34.4699

Atoms and the computed forces on them: element, x, y, z (angstrom), force x, y, z (eV/angstrom)
Si 15.136 0.751 34.356 0.02 0.052 -0.05
Si 2.085 3.342 0 -0.1 0.251 0.114
Si 16.22 5.472 0.478 -0.031 -0.028 -0.225
Si 2.649 7.792 0.176 0.119 -0.028 0.037
Si -0.277 11.051 34.183 -0.211 -0.036 0.516
Si 2.842 13.186 34.362 0.015 0.034 0.102
Si 4.979 16.293 34.317 -0.059 0.029 0.229
Si 8.299 2.145 34.371 -0.034 0.062 -0.223
Si 5.092 5.91 0.455 0.256 -0.151 -0.084
Si 7.623 8.66 0.239 -0.195 -0.146 0.228
Si 5.388 10.811 0.495 0.019 -0.188 -0.386
Si 8.392 13.039 0.087 -0.115 0.17 0.041
Si 10.847 16.321 0.435 0.073 -0.071 -0.309
Si 13.364 2.967 0.417 -0.251 0.153 -0.376
Si 11.26 5.352 0.167 0.246 -0.225 0.039
Si 14.03 7.691 0.247 0.374 -0.213 0.132
Si 10.467 10.723 0.133 -0.076 -0.061 0.458
Si 12.54 14.076 34.387 -0.155 0.231 0.242
Si 1.067 1.536 1.228 -0.06 0.042 -0.13
Si 3.873 4.161 1.457 -0.09 0.045 -0.265
Si 1.247 6.783 1.754 -0.02 0.072 -0.394
Si 3.805 9.493 1.543 -0.043 -0.258 -0.32
Si 1.347 12.425 1.229 0.265 -0.05 -0.163
Si 4.098 14.987 1.287 0.011 -0.104 -0.149
Si 6.862 1.276 1.191 0.035 0.027 -0.1
Si 9.545 4.069 1.268 0.042 -0.078 -0.168
Si 6.678 7.013 1.693 -0.035 0.138 -0.326
Si 9.275 9.553 1.735 0.098 -0.057 -0.436
Si 6.801 12.206 1.668 0.19 0.133 -0.248
Si 9.403 14.823 1.475 -0.089 -0.207 -0.261
Si 12.143 1.404 1.679 -0.011 0.049 -0.12
Si 14.859 4.105 1.78 -0.053 0.212 -0.255
Si 12.371 6.751 1.67 0.112 0.051 -0.132
Si 15.179 9.548 1.242 -0.042 0.058 -0.347
Si 12.122 12.209 1.255 -0.131 0.028 -0.364
Si 14.751 15.233 1.156 -0.132 0.097 -0.137
Si 16.296 2.698 2.918 0.101 -0.06 0.227
Si 2.569 0.022 2.54 -0.014 0.083 -0.135
Si 16.345 8.301 2.911 -0.055 0.116 0.065
Si 2.628 5.424 3.019 0.19 -0.112 0.158
Si 16.278 13.825 2.524 -0.099 0.003 -0.088
Si 2.538 11.012 2.783 -0.093 0.035 0.138
Si 5.401 2.697 2.614 -0.019 -0.048 -0.116
Si 8.049 16.307 2.757 -0.059 0.034 0.017
Si 5.24 8.262 3.016 -0.092 -0.01 0.157
Si 8.131 5.454 2.732 0.065 -0.057 -0.078
Si 5.391 13.701 2.808 0.004 0.113 0.243
Si 8.06 10.927 3.125 0.049 -0.018 0.219
Si 10.754 2.794 2.903 -0.063 0.08 0.134
Si 13.571 16.403 2.857 0.052 -0.002 0.148
Si 10.843 8.167 2.849 0.024 -0.095 -0.015
Si 13.597 5.47 3.142 -0.105 0.096 0.154
Si 10.824 13.533 2.826 0.059 -0.156 -0.017
Si 13.65 10.92 2.592 0.058 -0.009 -0.106
Si 1.233 4.06 4.311 0.033 -0.005 -0.071
Si 3.981 1.344 4.004 0.064 0.013 -0.065
Si 1.27 9.665 4.267 -0.066 0.006 -0.092
Si 3.965 6.821 4.358 0.038 0.034 -0.124
Si 1.233 15.099 4.016 -0.001 0 -0.033
Si 3.977 12.328 4.151 -0.028 0.041 -0.131
Si 6.717 4.078 4.08 0.026 -0.007 0.002
Si 9.404 1.311 4.162 -0.043 0.151 -0.049
Si 6.638 9.575 4.38 -0.048 0.046 -0.026
Si 9.47 6.786 4.195 0.118 -0.055 0.005
Si 6.707 15.043 4.223 -0.02 0.026 -0.099
Si 9.499 12.298 4.335 0.002 0.026 -0.063
Si 12.147 4.081 4.342 -0.011 0.014 -0.041
Si 14.926 1.332 4.257 0.071 -0.067 -0.046
Si 12.261 9.604 4.106 -0.048 -0.005 -0.053
Si 14.996 6.918 4.323 -0.116 0.029 -0.054
Si 12.175 14.993 4.155 0.061 -0.029 0.017
Si 14.952 12.374 3.984 0.043 -0.069 -0.054
Si 16.33 16.373 5.543 -0.036 0.073 -0.014
Si 2.673 2.668 5.535 -0.042 0.045 -0.029
Si 16.305 5.479 5.644 0.091 0.045 0.049
Si 2.593 8.241 5.635 0.023 0.009 0.008
Si 16.253 11.044 5.524 0.034 -0.041 -0.078
Si 2.583 13.725 5.463 0.031 -0.023 -0.061
Si 5.306 0.024 5.508 -0.014 -0.067 -0.056
Si 8.05 2.715 5.521 -0.024 -0.075 -0.071
Si 5.396 5.415 5.576 -0.011 0.023 -0.007
Si 8.093 8.159 5.587 -0.051 -0.048 0.02
Si 5.283 10.998 5.632 0.068 -0.011 0.052
Si 8.085 13.694 5.596 0.033 0.028 0.053
Si 10.812 16.382 5.531 0 -0.02 -0.068
Si 13.555 2.7 5.616 -0.041 -0.015 0.046
Si 10.797 5.478 5.649 -0.03 -0.024 0.002
Si 13.558 8.268 5.593 0.043 -0.023 0.001
Si 10.898 10.899 5.582 0.007 0.052 0.026
Si 13.589 13.647 5.491 -0.052 0.053 -0.076
Si 1.285 1.335 6.917 0.029 -0.036 0.016
Si 4.008 4.057 6.929 0.037 -0.011 -0.014
Si 1.256 6.853 6.994 -0.031 -0.026 0.036
Si 3.957 9.602 6.987 -0.015 -0.01 0.037
Si 1.241 12.369 6.89 -0.018 -0.007 -0.008
Si 3.956 15.053 6.882 -0.002 0.032 -0.021
Si 6.686 1.361 6.903 -0.018 0.103 0.007
Si 9.413 4.071 6.94 0.045 0.027 -0.007
Si 6.732 6.801 6.961 0.06 -0.036 -0.027
Si 9.477 9.55 6.932 0.04 -0.033 -0.053
Si 6.708 12.337 6.953 -0.048 -0.004 0.03
Si 9.457 15.05 6.939 -0.033 0.021 0.05
Si 12.171 1.328 6.935 0.064 -0.002 0.028
Si 14.92 4.094 6.964 -0.044 0.049 0.009
Si 12.194 6.871 6.96 -0.027 0.007 -0.039
Si 14.932 9.644 6.932 -0.091 0.023 0
Si 12.239 12.306 6.921 -0.004 -0.054 0.005
Si 14.939 15.014 6.892 0.032 -0.025 0.01
Si -0.088 2.717 8.286 0.009 0.035 -0.016
Si 2.628 16.39 8.306 -0.016 0.012 0.022
Si 16.283 8.25 8.309 0.002 -0.042 -0.003
Si 2.645 5.452 8.3 0.009 0.056 -0.01
Si 16.293 13.687 8.301 -0.004 0.005 0.01
Si 2.582 10.99 8.3 0.018 -0.044 0.002
Si 5.36 2.713 8.317 -0.009 -0.012 0.015
Si 8.07 0.008 8.285 0.028 -0.019 -0.009
Si 5.353 8.202 8.298 0.008 0.016 -0.005
Si 8.088 5.445 8.334 -0.037 -0.008 0.024
Si 5.326 13.705 8.287 0.035 -0.019 0.01
Si 8.092 10.939 8.278 -0.007 0.002 -0.004
Si 10.807 2.713 8.293 -0.021 0.003 -0.009
Si 13.569 16.378 8.276 -0.051 0.016 -0.014
Si 10.827 8.214 8.334 -0.005 -0.02 0.025
Si 13.557 5.484 8.313 0.014 -0.016 0.009
Si 10.837 13.666 8.278 0.013 0.022 -0.02
Si 13.57 10.965 8.331 0.019 -0.004 0.012
Si 1.269 4.092 9.666 -0.011 -0.003 -0.007
Si 3.996 1.344 9.68 0.006 0.014 -0.009
Si 1.242 9.61 9.679 -0.012 0.015 0.006
Si 3.996 6.834 9.67 0.005 -0.035 -0.005
Si 1.257 15.036 9.675 -0.013 0.005 -0.005
Si 3.974 12.329 9.665 -0.009 0.006 -0.013
Si 6.718 4.083 9.69 0.009 0.019 -0.003
Si 9.442 1.356 9.666 0.002 0.037 -0.004
Si 6.72 9.581 9.653 0.026 -0.053 0.004
Si 9.458 6.832 9.683 0.021 -0.008 -0.002
Si 6.712 15.045 9.661 -0.027 0.031 0.007
Si 9.458 12.305 9.649 -0.008 -0.02 0.004
Si 12.179 4.098 9.652 -0.009 0.027 -0.005
Si 14.938 1.352 9.642 0.03 0.015 -0.012
Si 12.191 9.595 9.689 -0.008 0 -0.005
Si 14.922 6.867 9.673 -0.02 0.015 0.006
Si 12.198 15.027 9.652 0.027 -0.013 0.002
Si 14.94 12.325 9.688 -0.009 -0.036 -0.001
Si -0.107 -0.001 11.03 -0.006 0.002 -0.009
Si 2.634 2.722 11.038 0.006 0.003 -0.005
Si -0.099 5.488 11.016 0.001 0.003 -0.004
Si 2.631 8.23 11.019 -0.015 -0.031 -0.005
Si -0.115 10.961 11.067 -0.004 -0.011 0.014
Si 2.615 13.671 11.056 0.017 0 0.005
Si 5.361 16.391 11.057 0.019 0.005 0.009
Si 8.093 2.721 11.049 -0.01 0.003 0.002
Si 5.359 5.468 11.042 -0.001 0.036 0
Si 8.084 8.218 11.026 -0.014 0.012 0
Si 5.35 10.953 11.022 -0.006 -0.004 0.008
Si 8.078 13.661 11.022 0.02 -0.001 0.002
Si 10.818 16.384 11.014 -0.004 0.01 -0.001
Si 13.563 2.727 11 -0.003 0.01 -0.012
Si 10.832 5.467 11.041 -0.003 -0.032 0.008
Si 13.558 8.23 11.054 0.002 -0.026 -0.003
Si 10.811 10.957 11.048 0.015 -0.01 0.011
Si 13.558 13.682 11.039 -0.013 0.016 0.001
Si 1.274 1.346 12.4 -0.049 0.022 -0.001
Si 4.004 4.09 12.403 -0.012 0.006 -0.009
Si 1.268 6.866 12.385 0.028 0.039 -0.033
Si 3.99 9.593 12.404 0.013 -0.012 -0.005
Si 1.258 12.312 12.442 -0.018 -0.033 0.022
Si 3.999 15.013 12.423 -0.025 0.026 0.003
Si 6.74 1.346 12.418 0.003 0.025 0
Si 9.464 4.096 12.401 0.031 0.034 0.012
Si 6.72 6.856 12.392 -0.001 -0.06 -0.004
Si 9.427 9.594 12.407 -0.027 -0.051 0
Si 6.711 12.304 12.414 -0.005 -0.017 -0.006
Si 9.454 15.015 12.391 -0.005 0.006 -0.01
Si 12.202 1.343 12.361 -0.021 0.023 -0.008
Si 14.926 4.112 12.362 0.028 0.014 -0.02
Si 12.184 6.857 12.406 0.032 0.018 0.007
Si 14.917 9.602 12.43 -0.029 -0.039 0.002
Si 12.178 12.333 12.409 0.035 0.003 0.009
Si 14.933 15.043 12.395 0.019 0.012 -0.007
Si -0.115 2.733 13.711 0.002 0.012 -0.006
Si 2.641 16.382 13.783 0.071 -0.042 0.008
Si -0.092 8.235 13.767 -0.008 -0.086 0.018
Si 2.647 5.495 13.734 -0.049 0.014 0.013
Si -0.114 13.699 13.785 -0.079 0.062 -0.031
Si 2.627 10.936 13.811 0.024 0.001 -0.006
Si 5.377 2.721 13.772 0.007 -0.01 0.025
Si 8.098 16.362 13.775 0.021 -0.01 -0.02
Si 5.372 8.237 13.766 -0.013 -0.022 -0.012
Si 8.096 5.491 13.743 -0.071 0.075 -0.014
Si 5.342 13.639 13.814 0.01 0.018 -0.007
Si 8.068 10.95 13.808 0.019 -0.014 -0.004
Si 10.841 2.698 13.729 0.031 -0.011 -0.014
Si 13.551 16.388 13.751 0.03 -0.008 0.004
Si 10.793 8.228 13.761 0.035 -0.015 0.016
Si 13.577 5.49 13.746 -0.053 -0.017 0.039
Si 10.806 13.674 13.798 -0.011 0.017 0.007
Si 13.543 10.988 13.785 0.006 -0.012 0.004
Si 1.255 4.116 15.045 0.002 -0.02 -0.005
Si 4.038 1.321 15.141 -0.027 0.035 0.015
Si 1.249 9.585 15.186 -0.064 -0.043 0.066
Si 4.022 6.855 15.111 0.032 0.013 0.02
Si 1.277 15.024 15.165 -0.034 -0.016 0.093
Si 3.98 12.278 15.219 -0.022 -0.003 0.097
Si 6.761 4.108 15.105 0.045 0.052 0
Si 9.518 1.296 15.104 -0.034 0.013 0.057
Si 6.702 9.587 15.194 -0.039 -0.037 0.069
Si 9.424 6.867 15.137 -0.04 -0.092 0.009
Si 6.724 15.006 15.161 -0.007 0.012 0.038
Si 9.428 12.321 15.184 -0.001 -0.014 0.041
Si 12.199 4.09 15.068 0.072 0.025 0.019
Si 14.933 1.359 15.073 0.027 0.015 0.003
Si 12.12 9.645 15.111 -0.04 -0.077 -0.019
Si 14.951 6.864 15.123 0.101 0.129 -0.076
Si 12.196 15.033 15.155 0.032 0.023 0.029
Si 14.909 12.365 15.158 0.026 0.023 0.02
Si -0.088 0.044 16.459 -0.121 -0.002 0.043
Si 2.645 2.762 16.374 -0.071 -0.012 0.046
Si -0.086 5.446 16.461 0.067 -0.061 -0.008
Si 2.632 8.162 16.513 0.046 0.032 -0.005
Si -0.099 11.048 16.522 -0.05 -0.057 -0.07
Si 2.59 13.632 16.605 0.074 0.054 0.028
Si 5.388 16.353 16.561 0.003 -0.043 0.163
Si 8.147 2.686 16.399 0.035 -0.037 0.041
Si 5.436 5.521 16.464 -0.017 0.009 0.06
Si 8.104 8.258 16.573 -0.058 -0.039 0.01
Si 5.319 10.898 16.631 0.012 -0.007 0.016
Si 8.051 13.658 16.579 0.039 -0.041 0.027
Si 10.869 16.381 16.561 -0.028 0.033 0.058
Si 13.579 2.728 16.427 -0.024 0.009 0.014
Si 10.782 5.414 16.409 -0.027 0.135 -0.062
Si 13.555 8.315 16.377 0.027 -0.033 0.017
Si 10.77 10.965 16.584 -0.015 0.082 0.048
Si 13.52 13.678 16.576 0.074 0.002 0.073
Si 1.252 1.494 17.778 0.005 0.106 -0.125
Si 4.055 4.089 17.702 -0.011 0.112 -0.149
Si 1.319 6.731 17.849 0.072 -0.206 0.116
Si 3.923 9.484 17.99 0.052 -0.079 0.055
Si 1.244 12.274 18.065 -0.107 -0.056 0.131
Si 3.956 15.005 17.967 0.071 0.067 -0.069
Si 6.859 1.351 17.832 0.087 -0.107 -0.174
Si 9.528 3.945 17.819 0.065 -0.086 0.064
Si 6.804 6.827 17.931 -0.012 -0.057 0.089
Si 9.373 9.677 18.023 -0.006 0.067 0.13
Si 6.671 12.305 18.002 -0.074 0.074 0.09
Si 9.486 14.984 17.929 -0.065 0.064 -0.094
Si 12.267 1.414 17.878 0.056 -0.026 -0.023
Si 14.926 4.085 17.795 0.026 -0.082 -0.033
Si 12.16 6.889 17.586 -0.088 0.027 -0.27
Si 14.806 9.784 17.779 -0.191 0.193 -0.015
Si 12.11 12.321 18.006 0.108 -0.148 0.045
Si 14.959 15.093 17.841 0.108 0.034 -0.165
Si -0.099 2.796 19.235 0.009 -0.143 0.153
Si 2.605 0.18 19.136 0.095 -0.081 0.373
Si 16.169 8.237 18.776 -0.007 -0.131 0.157
Si 2.808 5.283 19.264 -0.013 0.028 0.093
Si -0.122 13.82 19.316 -0.053 0.046 0.231
Si 2.53 10.745 19.494 -0.111 0.019 0.264
Si 5.43 2.755 19.014 -0.019 0 0.337
Si 8.255 0.04 19.267 0.009 0.039 0.294
Si 5.362 8.141 19.353 0.066 0.067 0.045
Si 8.207 5.288 19.169 -0.128 0.108 0.328
Si 5.262 13.593 19.43 -0.174 -0.063 0.217
Si 7.97 11.076 19.57 -0.079 -0.083 0.101
Si 10.924 2.675 19.356 0.074 0.122 0.24
Si 13.648 0.063 19.218 0.188 0.108 0.288
Si 10.931 8.23 19.037 0.067 -0.071 0.214
Si 13.395 5.452 18.899 0.045 0.226 0.311
Si 10.739 13.652 19.433 -0.239 0.009 0.195
Si 13.523 11.091 19.477 -0.099 -0.029 0.315
Si 1.452 3.889 20.662 -0.371 0.194 -0.032
Si 4.285 1.286 20.42 0.037 -0.11 -0.136
Si 0.838 9.261 20.516 0.043 -0.16 -0.318
Si 4.444 6.362 20.645 -0.075 0.025 0.26
Si 1.184 15.407 20.566 -0.102 0.187 -0.091
Si 4.047 11.95 20.94 0.044 0.02 -0.328
Si 6.623 4.071 20.517 0.168 0.032 -0.213
Si 9.946 1.012 20.803 -0.038 -0.178 -0.166
Si 6.335 9.787 20.798 -0.048 -0.101 -0.134
Si 9.887 6.535 20.236 0.054 -0.211 0.277
Si 6.527 15.359 20.422 -0.06 0.192 -0.008
Si 9.356 12.434 21.126 0.296 -0.081 -0.267
Si 12.082 4.422 20.542 -0.082 0.019 0.098
Si 15.318 1.131 20.621 -0.077 -0.092 -0.165
Si 12.385 9.245 20.634 0.23 -0.054 -0.129
Si 14.539 7.119 19.988 0.088 -0.286 0.06
Si 12.19 15.148 20.488 0.081 0.146 0.065
Si 14.538 13.023 20.761 -0.183 0.134 -0.424
Si 2.754 2.178 22.874 0.143 0.051 0.25
Si 0.83 5.953 24.614 -0.127 -0.135 0.248
Si 0.329 6.529 21.883 -0.183 0.2 -0.096
Si 15.769 11.11 22.596 0.145 -0.168 0.103
Si 2.326 16.151 24.887 -0.043 0.146 0.511
Si 3.246 14.137 22.802 -0.144 0.142 0.195
Si 8.148 2.675 22.902 -0.051 0.065 0.136
Si 3.911 6.559 23.73 0.114 -0.157 0.19
Si 10.164 11.283 25.694 0.053 -0.013 0.102
Si 8.795 13.668 24.132 0.083 0.044 0.347
Si 13.764 2.897 22.805 -0.064 0.025 -0.052
Si 8.268 8.108 22.516 0.077 -0.309 -0.047
Si 10.548 10.092 22.867 0.123 0.032 0.337
Si 14.204 9.962 24.772 -0.137 -0.136 0.34
Si 0.761 9.912 24.884 -0.134 -0.105 0.221
Si 15.978 0.449 26.2 0.02 0.013 0.063
Si 4.236 3.925 24.89 0.067 0.124 0.275
Si 0.651 6.849 27.456 0.022 -0.034 0.147
Si 1.479 7.659 31.565 0.127 -0.185 -0.14
Si 3.39 13.054 31.471 -0.08 0.15 -0.165
Si 4.625 0.165 27.16 0.112 0.038 -0.004
Si 6.189 1.333 24.873 -0.139 0.032 0.382
Si 8.72 5.577 24.131 0.184 0.071 0.392
Si 12.935 9.279 32.316 0.049 -0.262 -0.335
Si 12.752 7.82 25.99 -0.082 -0.236 0.04
Si 6.267 15.058 23.294 0.021 0.165 0.412
Si 10.359 16.072 25.427 0.069 0.079 0.267
Si 11.84 2.183 24.884 -0.008 0.077 0.388
Si 15.564 3.545 25.338 0.147 -0.05 0.37
Si 11.291 5.329 25.439 0.142 -0.002 0.116
Si 12.843 11.51 27.187 -0.069 0.048 0.001
Si 14.143 9.22 28.29 -0.013 0.022 -0.084
Si 14.304 13.095 29.4 0.098 0.185 -0.363
Si 3.272 5.575 27.377 0.081 -0.183 0.098
Si 0.903 0.339 28.982 0.108 0.035 -0.231
Si 0.068 11.208 29.191 -0.039 0.103 -0.139
Si 3.329 8.362 25.727 0.001 -0.174 0.016
Si 1.515 10.578 31.678 -0.17 -0.042 -0.33
Si 1.835 9.859 27.437 -0.043 -0.051 0.246
Si 4.786 0.915 30.095 0.097 -0.099 -0.377
Si 7.565 16.183 30.338 0.217 0.176 -0.3
Si 8.88 5.845 26.998 0.027 -0.064 0.132
Si 10.523 0.538 30.364 -0.057 0.048 -0.229
Si 9.582 7.936 33.001 -0.201 0.019 0.225
Si 8.089 3.561 31.571 0.192 0.053 -0.261
Si 0.684 3.114 29.91 0.057 0.042 -0.322
Si 14.822 7.671 30.939 0.026 -0.181 -0.231
Si 15.681 0.878 31.305 0.041 0.121 -0.435
Si 13.066 0.167 26.622 0.003 0.026 -0.031
Si 8.886 0.652 27.878 0.063 0.092 -0.015
Si 3.783 2.17 32.638 -0.003 -0.032 -0.25
Si 3.439 14.978 29.175 -0.012 0.123 -0.186
Si 3.097 5.231 30.312 -0.112 0.047 -0.332
Si 5.457 4.545 32.388 0.016 0.152 -0.21
Si 13.309 16.069 29.789 -0.201 0.027 -0.214
Si 8.749 3.45 28.692 -0.013 0.052 -0.294
Si 10.793 3.546 30.702 0.086 -0.128 -0.334
Si 10.886 8.119 30.272 0.042 -0.246 -0.339
Si 6.215 14.203 32.193 0.033 0.038 -0.128
Si 12.821 5.649 30.136 0.061 -0.029 -0.212
Si 13.774 12.165 32.368 0.098 0.039 -0.253
Si 9.942 8.686 27.355 0.065 -0.16 -0.03
Si 15.027 4.867 28.159 0.001 -0.072 -0.004
O 13.034 13.516 32.902 -0.055 -0.012 -0.001
O 13.921 12.225 30.735 -0.143 -0.283 0.428
O 2.354 2.868 33.024 -0.147 0.129 -0.273
O 3.925 1.946 31.011 -0.189 0.097 0.387
O 1.414 1.897 29.067 0.143 0.003 -0.106
O 0.451 4.45 34.056 -0.007 -0.161 0.237
O 3.569 6.912 34.25 -0.027 -0.151 0.116
O 4.255 4.872 31.368 0.038 -0.283 0.21
O 1.401 7.644 33.193 -0.352 0.244 0.277
O 0.965 10.484 33.224 -0.164 -0.047 0.253
O 2.628 13.751 32.777 0.104 -0.194 0.227
O 5.004 13.23 31.685 -0.048 -0.248 0.256
O 3.851 0.803 33.517 -0.08 0.33 0.169
O 5.718 15.464 33.102 0.223 -0.134 0.041
O 9.462 0.971 34.049 -0.043 0.233 0.179
O 7.892 2.52 32.797 -0.319 0.048 0.384
O 6.892 4.645 31.629 -0.241 0.222 0.009
O 5.627 5.558 33.625 0.142 -0.226 -0.059
O 9.711 7.834 31.367 -0.329 -0.047 0.286
O 7.988 7.991 33.407 -0.045 -0.019 0.018
O 6.031 9.724 34.134 0.019 0.081 0.332
O 3.963 11.925 34.181 -0.122 0.22 0.18
O 7.236 13.373 33.13 0.065 0.066 -0.065
O 9.025 11.864 33.976 0.219 0.003 0.125
O 10.966 1.957 31.051 0.168 -0.135 -0.034
O 15.718 0.366 32.845 0.111 0.062 0.148
O 11.42 15.288 33.983 0.333 -0.305 0.242
O 13.982 1.952 33.99 0.367 -0.406 0.137
O 11.931 4.094 34.076 0 -0.06 0.392
O 10.228 6.548 33.639 0.186 -0.225 -0.313
O 12.594 8.222 33.51 -0.208 0.052 0.058
O 14.713 6.491 34.13 -0.265 0.044 0.397
O 10.211 9.408 33.51 0.189 0.194 -0.014
O 13.143 0.135 28.237 0.048 0.206 0.309
O 11.814 15.942 30.484 0.163 0.014 0.347
O 1.181 5.169 21.678 0.148 -0.015 0.115
O 1.641 2.649 21.773 -0.148 0.07 -0.217
O 4.07 1.873 21.96 0.162 -0.133 0.028
O 2.309 0.845 23.687 -0.032 -0.02 -0.163
O 16.102 10.182 21.291 0.08 -0.047 0.052
O 1.16 7.881 21.424 0.254 0.109 0.309
O 3.902 6.848 22.141 0.071 -0.108 -0.225
O 2.414 6.112 24.262 0.063 0.134 0.022
O 2.292 14.907 21.707 -0.055 0.223 0.173
O -0.005 -0.004 21.239 -0.024 -0.072 -0.516
O 4.87 14.353 22.853 -0.191 -0.237 -0.216
O 3.231 12.562 22.285 -0.074 -0.312 -0.109
O 7.016 3.038 21.767 -0.288 0.183 -0.13
O 5.634 5.271 21.089 -0.228 0.251 0.097
O 9.286 1.761 22.145 0.274 0.104 0.028
O 11.111 16.253 21.28 -0.214 -0.025 -0.334
O 6.919 8.913 22.089 -0.082 0.118 -0.039
O 4.353 7.965 24.504 0.049 0.007 -0.145
O 9.045 7.543 21.219 -0.188 0.186 -0.013
O 9.268 9.155 23.261 0.066 -0.095 0.169
O 7.17 15.166 21.944 0.02 0.174 -0.192
O 5.339 0.066 20.711 0.225 -0.259 -0.357
O 10.255 11.154 21.656 -0.135 0.115 -0.193
O 8.989 13.164 22.584 -0.005 -0.292 -0.506
O 10.96 5.545 21.106 -0.393 -0.046 -0.539
O 13.037 4.001 21.835 0.206 -0.055 -0.192
O 14.73 1.919 21.942 0.114 0.138 0.221
O 11.784 9.278 22.189 -0.129 0.192 -0.034
O 11.35 11.893 26.658 0.007 0.029 -0.124
O 15.341 6.252 21.122 0.402 -0.245 0.1
O 13.584 8.128 20.869 -0.029 -0.012 -0.438
O 13.345 14.13 21.279 -0.115 -0.082 -0.254
O 0.656 10.934 23.607 -0.172 -0.098 -0.065
O 15.488 12.627 22.081 -0.075 0.068 -0.074
O 0.799 16.067 25.475 0.036 -0.297 0.01
O 3.032 3.364 23.952 -0.233 0.037 -0.172
O -0.061 6.623 23.446 0.181 0.357 -0.158
O 0.502 4.378 24.913 0.176 0.057 -0.193
O 1.673 5.59 27.702 -0.091 0.076 0.014
O 0.351 6.841 25.878 0.025 -0.083 -0.355
O 14.362 10.683 23.323 -0.002 -0.107 -0.198
O 1.076 10.717 26.261 -0.015 0.149 -0.07
O 3.391 0.254 26.059 -0.115 -0.1 -0.271
O 3.068 13.585 29.928 -0.188 -0.304 0.111
O 2.707 14.665 24.28 -0.112 -0.136 -0.077
O 5.786 0.105 23.876 -0.308 -0.178 -0.219
O 7.607 1.881 24.249 0.304 -0.043 -0.333
O 8.691 4.147 23.37 -0.072 0.019 -0.377
O 9.455 10.072 26.592 -0.009 -0.024 0.036
O 4.854 5.28 24.181 -0.022 0.073 0.005
O 13.097 8.761 24.705 0.143 0.324 -0.03
O 5.196 10.841 21.466 0.128 -0.155 -0.553
O 9.844 14.915 24.403 0.202 0.075 -0.475
O 7.233 14.191 24.321 -0.201 -0.104 -0.184
O 12.595 1.968 23.462 0.095 -0.381 -0.376
O 14.564 3.592 24.05 -0.116 -0.172 -0.358
O 7.914 6.801 23.428 -0.334 0.339 0.063
O 10.314 5.98 24.29 -0.263 -0.128 -0.081
O 13.796 11.092 25.91 -0.05 -0.077 -0.065
O 10.905 10.781 24.314 -0.017 -0.235 -0.427
O 12.84 10.216 28.208 -0.099 0.002 -0.04
O 9.106 12.462 25.234 -0.363 -0.026 0.049
O 15.865 12.722 28.995 0.001 -0.14 0.013
O 15.669 9.291 25.076 -0.076 -0.022 -0.056
O -0.219 0.306 27.809 -0.047 0.045 0.256
O 15.981 2.01 25.715 0.162 0.188 -0.271
O 14.508 16.161 25.936 0.052 -0.145 -0.009
O 3.735 4.347 26.403 0.135 -0.127 -0.164
O 5.286 2.69 24.999 0.162 0.033 -0.219
O 3.527 7.026 26.687 0 0.239 0.125
O 1.962 8.783 24.832 0.074 -0.016 -0.279
O 0.187 10.99 30.801 0.174 0.064 0.124
O 1.181 8.362 27.836 0.127 -0.133 0.01
O 2.81 11.532 31.467 0.142 -0.275 -0.106
O 2.024 9.128 31.153 -0.042 0.151 0.018
O 4.477 15.059 27.867 -0.001 -0.004 0.011
O 4.585 1.202 28.47 0.109 -0.054 0.095
O 6.344 0.859 30.606 0.052 -0.074 0.054
O 6.016 0.6 26.364 -0.139 -0.236 -0.108
O 8.073 5.447 25.633 -0.248 -0.035 -0.223
O 8.211 4.909 28.169 -0.214 0.182 0.123
O 8.829 7.469 27.245 -0.223 0.176 -0.129
O 14.225 8.262 29.557 0.248 -0.079 0.116
O 13.956 8.162 27.048 -0.037 0.233 0.148
O 7.755 16.214 28.705 -0.031 -0.108 -0.039
O 11.302 8.229 26.589 0.004 0.09 -0.016
O 11.825 15.643 26.064 -0.095 -0.204 -0.136
O 13.388 12.769 28.073 0.16 0.252 0.207
O 10.541 1.185 24.822 -0.072 -0.107 -0.273
O 10.265 0.7 28.754 0.051 0.057 0.09
O 11.552 3.769 25.085 0.165 -0.259 -0.223
O -0.007 7.356 30.959 0.012 -0.146 -0.061
O 14.89 4.277 26.642 -0.299 -0.2 -0.283
O 13.955 6.291 31.132 0.159 0.13 -0.027
O 12.655 6.236 25.566 0.073 -0.125 0.224
O 12.873 10.845 32.731 -0.241 -0.081 0.373
O 15.463 10.194 28.374 0.024 0.058 -0.192
O 9.163 16.213 26.531 -0.282 -0.092 0.011
O 12.759 1.715 26.162 -0.152 0.003 0.061
O 14.183 0.75 30.637 -0.009 0.098 0.219
O 14.103 14.651 29.783 0.059 -0.02 0.284
O 15.931 3.834 29.022 0.229 -0.264 0.317
O 1.867 4.156 30.306 -0.157 -0.026 0.418
O 2.08 15.693 28.618 0.033 0.028 -0.162
O 0.259 16.311 30.416 0.03 -0.208 0.242
O 3.371 9.567 26.87 -0.095 -0.181 0.071
O 2.485 6.646 30.811 0.065 0.134 0.12
O 5.071 3.093 33.054 0.011 -0.106 0.275
O 3.9 5.367 28.873 0.177 -0.188 0.017
O 15.174 11.999 33.205 0.032 0.091 -0.029
O 1.606 10.894 28.675 0.03 0.144 0.272
O 8.511 2.242 27.593 0.192 0.048 -0.058
O 4.127 15.849 30.373 0.213 0.072 0.228
O 9.609 4.188 31.654 -0.104 -0.06 0.01
O 9.067 0.057 30.986 0.022 0.01 0.315
O 7.978 2.939 30.045 0.035 0.063 0.372
O 10.451 5.384 26.845 -0.071 -0.083 0.139
O 7.052 14.745 30.887 -0.308 -0.146 0.05
O 14.504 8.859 32.01 -0.02 0.285 0.082
O 12.172 4.363 30.902 -0.016 -0.139 0.377
O 10.319 3.655 29.128 -0.054 -0.198 0.059
O -0.133 2.411 31.158 -0.077 0.005 0.383
O 11.984 9.069 31.011 0.294 0.23 0.367
O 11.629 6.727 29.787 -0.123 0.062 0.193
O 13.53 5.082 28.77 -0.055 0.179 0.109
O 15.727 6.352 28.239 -0.044 0.288 0.216
O 10.249 8.862 28.958 -0.262 0.076 0.181

Results
total energy: -108568.086 eV
total energy less fixed offsets of O -438.35, Si -107.03 eV per atom: 12.144 eV
